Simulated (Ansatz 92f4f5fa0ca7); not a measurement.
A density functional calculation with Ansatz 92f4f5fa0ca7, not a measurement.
Periodic cell of 213 atoms, Si131O78B1H3, from a study of silicon, its oxide and their interface. The atomic structure is a simulated model.
Doubt: the cutoff is far below the 930 eV that the study's wrapper takes by default for these files, so forces and energies are approximate.

Settings
functional: PBE
potential files: Ansatz PAW
basis: plane waves
wave-function cutoff: 580 eV
density cutoff ratio: 5
exchange-correlation grid ratio: 1
k mesh: 1 x 1 x 1, Gamma-centred
self-consistency stop: 5e-08 eV per atom in the density residual
occupations: fixed
spin: none
net charge: 0

Cell vectors (angstrom)
a  10.938  0  0
b  0  10.938  0
c  0  0  31.3387

Atoms and the computed forces on them: element, x, y, z (angstrom), force x, y, z (eV/angstrom)
Si  10.3506  0.5138  23.9861  0.0194  0.0046  -0.0009
Si  5.7254  10.6306  23.924  -0.0055  0.0057  0.0045
Si  2.2063  3.047  23.9104  -0.0199  -0.01  -0.0077
Si  8.6539  2.2255  24.0019  -0.0149  0.0153  -0.0083
Si  0.3431  4.8937  23.8768  0.0064  0.0003  -0.0054
Si  4.8877  5.9247  24.0358  0.0025  0.0074  -0.0002
Si  3.2038  7.649  23.8774  -0.0051  0.0191  -0.0031
Si  7.5151  8.7879  23.8321  -0.02  0.0003  -0.0084
Si  1.194  1.4147  25.2602  -0.0288  0.0243  0.0769
Si  6.8409  1.3167  25.217  0.0273  -0.0115  0.0316
Si  3.9397  4.1048  25.1867  -0.0102  0.0059  0.0531
Si  9.5978  3.9954  25.2528  0.007  -0.0368  0.0772
Si  1.3404  6.7374  25.0505  0.0223  -0.0115  0.0278
Si  6.7173  6.9318  25.1328  0.0098  0.0195  0.062
Si  4.0564  9.4989  25.1435  0.0237  -0.0153  0.0455
Si  9.3752  9.6218  25.1097  -0.0153  0.0475  0.0415
Si  2.6668  -0.0173  26.4577  -0.0465  -0.0471  -0.1248
Si  8.1408  -0.0232  26.6603  -0.0556  -0.0386  0.1759
Si  -0.0513  2.732  26.7487  -0.0057  0.0022  0.1977
Si  5.4178  2.7409  26.4718  0.0093  -0.0142  -0.1162
Si  2.6395  5.4695  26.6132  -0.0278  -0.0019  0.1146
Si  8.1633  5.4974  26.4274  -0.0005  -0.0268  -0.1597
Si  -0.0745  8.1898  26.3607  0.001  -0.0289  -0.1751
Si  5.4079  8.2157  26.627  -0.0517  -0.0184  0.1259
Si  4.0668  1.3446  27.8431  0.0079  0.0276  0.1198
Si  9.5141  1.3298  28.0416  0.0644  0.0489  -0.3083
Si  1.339  4.1227  28.0479  -0.0249  -0.1336  -0.3426
Si  6.8003  4.128  27.832  0.0076  -0.0489  0.1203
Si  4.0458  6.8273  27.9639  0.063  -0.0203  -0.1753
Si  9.5467  6.8426  27.8142  -0.0233  -0.026  0.1589
Si  1.2986  9.5317  27.8097  0.0725  0.0637  0.1398
Si  6.7832  9.5499  28.0122  0.0695  0.0034  -0.2745
Si  0.0067  -0.0344  29.2893  0.0347  0.0106  0.0438
Si  5.4348  0.0194  29.2966  -0.028  0.0583  -0.0049
Si  2.7495  2.719  29.2894  0.0162  -0.0243  0.0601
Si  8.1592  2.7654  29.2913  -0.0571  0.071  -0.0257
Si  -0.0449  5.5119  29.2991  -0.0654  0.0796  -0.0052
Si  5.461  5.4673  29.2766  -0.0086  0.0219  0.0308
Si  2.6915  8.2215  29.2766  -0.027  0.0581  -0.0386
Si  8.2117  8.1839  29.2788  0.03  -0.0113  0.0465
Si  1.3673  1.3673  30.6549  0.0713  -0.17  -0.1257
Si  6.8362  1.3673  30.6549  -0.2629  0.1887  0.0929
Si  4.1018  4.1018  30.6549  0.1692  -0.0891  -0.0575
Si  9.5708  4.1018  30.6549  -0.2268  0.16  0.0617
Si  1.3673  6.8362  30.6549  -0.2  0.1811  0.1189
Si  6.8362  6.8362  30.6549  0.0688  -0.1214  -0.1306
Si  4.1018  9.5708  30.6549  -0.2831  0.0966  0.0172
Si  9.5708  9.5708  30.6549  0.0265  -0.2331  -0.0288
Si  2.7345  0  0.6835  0.0173  0.1617  0.1268
Si  8.2035  0  0.6835  0.2742  -0.075  0.0511
Si  0  2.7345  0.6835  0.2142  -0.1504  -0.0837
Si  5.469  2.7345  0.6835  -0.0824  0.0947  0.0888
Si  2.7345  5.469  0.6835  0.1871  -0.1792  0.0383
Si  8.2035  5.469  0.6835  -0.1915  0.1078  0.1228
Si  0  8.2035  0.6835  -0.0866  0.1799  0.0914
Si  5.469  8.2035  0.6835  0.2564  -0.1786  0.0098
Si  4.0934  1.3947  2.0685  -0.0448  0.0227  -0.0333
Si  9.6253  1.3421  2.0583  0.0297  -0.0778  0.0218
Si  1.4133  4.0532  2.0548  0.1302  -0.0664  0.0344
Si  6.8287  4.1043  2.0558  0.0085  -0.0008  -0.0555
Si  4.1387  6.8102  2.0573  0.0815  -0.1214  -0.0192
Si  9.5614  6.8578  2.0483  -0.0584  0.01  -0.0634
Si  1.3669  9.5889  2.0509  -0.0384  0.0567  -0.0079
Si  6.8687  9.5524  2.0563  0.0238  -0.1226  0.0242
Si  0.1034  0.0462  3.5244  -0.147  -0.0821  -0.2115
Si  5.5033  0.0195  3.3454  -0.1151  0.1163  0.1837
Si  2.7639  2.7209  3.5677  -0.0011  -0.0015  -0.2048
Si  8.2507  2.7382  3.3374  -0.0579  0.0287  0.2269
Si  0.0299  5.4602  3.295  -0.1103  0.0956  0.3087
Si  5.4733  5.4201  3.5126  0.0607  0.0952  -0.1261
Si  2.7689  8.2125  3.3313  -0.0279  -0.0933  0.2395
Si  8.2536  8.2262  3.5088  -0.0098  -0.0334  -0.1067
Si  1.4699  1.3393  5.0203  0.1177  0.0983  0.209
Si  6.9079  1.3648  4.7002  0.0319  0.0018  -0.092
Si  4.1212  4.0806  4.9801  0.0221  -0.0443  0.1052
Si  9.6367  4.105  4.6835  0.0205  -0.0243  -0.1343
Si  1.4255  6.7855  4.6552  0.1405  -0.1616  -0.5163
Si  6.8639  6.8103  4.8448  0.0095  -0.0501  -0.0016
Si  4.1201  9.6008  4.7019  0.1795  -0.1239  -0.5144
Si  9.7077  9.5853  4.8683  0.0262  -0.0153  0.1216
Si  2.879  -0.1821  6.3696  -0.3813  0.4802  0.0888
Si  8.3094  0.0822  6.1389  -0.0559  0.0033  -0.0403
Si  0.0327  2.8668  6.2222  -0.0477  0.0074  -0.0119
Si  5.5882  2.6163  6.2327  -0.1272  -0.0647  -0.1407
Si  2.6749  5.5462  6.2229  0.1387  -0.0145  0.098
Si  8.3374  5.4532  6.1281  0.0602  0.1123  -0.187
Si  0.3215  8.2425  6.1129  -0.318  0.3904  -0.1449
Si  5.417  8.2185  6.0532  0.035  -0.1506  0.1106
Si  4.9161  0.658  7.5115  0.3651  -0.0596  0.0588
Si  9.1472  1.9573  7.4005  -0.0057  0.0315  -0.045
Si  0.8747  4.6991  7.5395  -0.0769  0.0315  0.0059
Si  7.4  3.6495  7.3621  0.0803  -0.055  0.1238
Si  3.4642  7.5388  7.2523  0.3211  -0.2772  -0.1079
Si  10.1114  6.5627  7.3013  0.0084  -0.2873  0.1466
B  2.0797  8.9656  6.7502  0.0047  0.1129  0.1746
Si  6.6214  9.8229  7.2296  -0.0586  0.1092  0.0157
H  3.7318  7.3281  8.7105  -0.0614  0.086  0.0778
O  7.0493  3.9992  8.9592  -0.0226  0.0392  0.0367
O  9.5947  1.811  9.0038  0.0112  -0.0169  0.0681
O  5.0576  1.0189  9.1431  -0.0622  0.0142  -0.0287
O  7.2931  9.112  8.5885  0.0414  -0.0423  0.0455
O  9.4397  7.3496  8.6179  0.0589  0.0388  -0.0218
O  1.2723  4.2421  9.1002  0.0057  -0.0243  0.0235
H  8.3002  2.636  22.6032  -0.0067  -0.0041  0.0056
H  10.7734  0.2023  22.5801  -0.0063  -0.0071  0.0046
O  10.3446  5.3729  22.5628  0.0005  -0.0076  0.0008
O  2.7893  2.1457  22.6048  -0.0101  0.0111  0.0019
O  2.9872  7.8543  22.2293  -0.0063  0.0032  -0.0037
O  5.2242  5.5371  22.4588  -0.0024  -0.0076  0.0145
O  4.9891  0.449  22.6092  -0.0014  0.0029  -0.0166
O  7.9409  8.2457  22.3242  -0.0007  0.0036  0.0077
Si  4.5195  8.2041  14.49  -0.0006  0.007  0.008
Si  4.1613  1.6415  21.8465  0.0042  -0.0029  -0.0067
Si  3.951  1.4311  15.3211  0.0022  -0.0044  0.0014
Si  5.8657  1.2026  10.5457  0.0292  -0.0168  0.0605
Si  8.0445  7.859  9.3084  -0.0628  0.0838  0.0292
Si  7.2978  1.5274  14.671  -0.0055  -0.0063  0.0077
Si  5.8311  7.8343  19.0657  -0.0055  -0.0013  0.007
Si  8.5722  10.5862  18.8776  -0.0012  0.0018  0.0071
Si  5.0255  4.5161  21.2226  -0.0065  -0.0058  -0.0125
Si  10.5617  2.8494  12.6651  0.0082  -0.0121  -0.0067
Si  1.1372  5.0211  16.9577  -0.0037  -0.0002  0.0142
Si  3.2436  8.2925  20.6833  -0.0027  0.0017  -0.0018
Si  4.6085  9.88  17.1195  -0.0003  -0.0004  0.0119
Si  9.3354  4.5019  18.4626  -0.0048  0.0004  0.0087
Si  8.4233  8.2274  20.7796  0.0009  -0.0026  -0.0136
Si  6.5006  4.9893  18.6777  -0.0026  -0.0011  0.0086
Si  1.0062  2.2665  15.51  0.0049  0.0012  0.0138
Si  2.8532  0.0597  19.5299  -0.0003  -0.0032  0.0075
Si  4.6149  3.9835  11.5294  -0.004  -0.0201  0.0071
Si  0.3942  9.3402  15.8712  0.0024  -0.0022  0.011
Si  9.1413  1.0796  10.3841  -0.0063  0.0053  -0.0295
Si  9.2354  10.482  14.2117  -0.0075  -0.0086  0.0027
Si  6.8073  5.1578  10.081  0.0248  -0.015  -0.0148
Si  7.4533  2.2497  17.814  0  0.0011  0.0122
Si  8.7766  5.2316  12.5645  -0.0067  0.0055  -0.0023
Si  0.4076  0.5604  17.9087  -0.0005  0.0009  0.0097
Si  2.3897  5.6279  19.7159  -0.0013  0.0017  0.0063
Si  5.0716  10.8878  13.1585  0.0035  0.0006  0.0016
Si  10.4267  5.7492  20.9816  -0.0031  -0.0023  -0.0008
Si  1.6093  4.4706  10.6795  0.0099  0.0045  -0.012
Si  9.6658  9.2488  11.3209  -0.0313  0.0201  0.0252
Si  6.9939  6.4717  14.9004  -0.0033  0.0041  0.0123
Si  1.8593  7.1352  14.7165  0.0028  -0.0002  0.0137
Si  8.6114  8.5738  16.3593  0.0033  0  0.0109
Si  0.3989  6.8634  11.9424  0.0006  -0.0092  0.0225
Si  5.5331  3.8526  14.4804  0.0009  -0.0049  0.008
O  9.8083  1.7577  11.7095  0.0104  -0.0002  0.0132
O  3.0812  3.8932  11.0387  0.0088  0.0027  -0.0036
O  4.2455  8.7613  15.9997  -0.0003  -0.0034  -0.0098
O  0.1404  8.4121  11.455  0.0033  -0.0053  -0.0003
O  9.9979  0.4011  18.773  0.0005  -0.0007  -0.0061
O  0.8743  6.7335  13.4953  -0.0014  0.0075  -0.0128
O  0.6335  3.6323  11.6639  -0.0036  -0.0015  -0.002
O  8.6166  9.7989  20.3172  -0.0016  -0.0019  -0.0006
O  9.7086  4.6096  20.0498  -0.0002  -0.0022  -0.0037
O  3.5251  10.2704  18.2454  0.0011  0.0008  -0.0083
O  3.4079  7.0362  14.2182  0.0005  -0.0031  -0.0039
O  8.4278  8.3179  10.8206  0.0346  -0.0127  -0.0189
O  3.6116  4.817  20.4386  -0.0002  0.0004  0.0005
O  4.7733  0.3726  16.2946  -0.0007  0.0044  -0.0087
O  9.7532  7.2371  20.691  -0.0045  -0.0001  -0.0076
O  7.4975  1.0801  10.4407  -0.0153  -0.0043  -0.003
O  4.8398  8.2852  20.3016  -0.0022  -0.0011  0.0026
O  3.9906  1.0384  13.7243  0.0004  -0.0008  -0.0042
O  5.1082  2.9637  21.7135  -0.0077  0.0011  0.0035
O  4.4563  9.4096  13.409  -0.005  -0.0064  -0.0101
O  2.1363  4.9527  18.2515  -0.0061  -0.0016  -0.0065
O  8.0091  5.418  18.2353  -0.0018  0.0001  -0.0035
O  5.2785  5.1753  10.6365  -0.0049  0.0192  -0.0076
O  6.811  2.9345  14.0123  0.0042  0.0031  -0.0075
O  0.0918  1.649  16.7234  -0.0009  0.0008  -0.0106
O  1.6514  8.7001  15.1045  -0.0012  -0.0023  -0.0054
O  7.3042  1.6974  16.288  -0.0003  -0.0021  -0.0118
O  5.9802  7.5555  14.2664  0.0025  -0.005  -0.0066
O  9.4636  3.9154  13.2316  -0.0004  0.0017  0.0027
O  5.3451  0.0388  11.5678  -0.012  -0.0053  -0.0264
O  1.475  6.0861  10.9893  -0.0017  0.0008  -0.0017
O  2.657  7.2323  19.58  -0.0033  -0.0018  -0.0002
O  6.4108  0.2994  14.0378  0.002  -0.0001  -0.0026
O  7.7535  4.8315  11.3684  0.004  -0.0027  0.018
O  9.7905  10.5092  10.2949  0.0148  -0.0217  -0.0044
O  4.7286  4.3115  13.1341  0.0053  0.0021  -0.0006
O  1.0714  5.5917  20.6558  -0.0014  -0.0009  -0.0005
O  6.1227  5.1372  15.3237  0.0013  -0.0007  -0.0062
O  1.3371  3.8008  15.9156  -0.002  -0.0021  -0.009
O  5.5583  6.3371  18.3533  -0.0013  0.0005  -0.0045
O  2.3808  1.4073  15.6846  -0.0024  0.0021  -0.0065
O  7.4362  0.858  18.7372  -0.0012  -0.0007  -0.0057
O  7.0164  6.6063  9.3813  0.0053  -0.0024  -0.008
O  6.3219  4.7701  20.2799  -0.0041  -0.0029  -0.0027
O  8.2294  9.608  15.1569  0.0013  0.0028  -0.005
O  5.4384  2.6193  11.2153  -0.0099  0.0085  -0.0039
O  7.2836  7.6518  19.7728  0.0003  0.0017  0.0019
O  10.5359  5.0537  17.5103  -0.0002  0.0013  -0.0073
O  8.8022  1.1157  14.2186  0.0072  0.0025  -0.0038
O  6.3027  3.431  18.0712  -0.0008  -0.0026  -0.0051
O  4.5811  2.9438  15.4645  0.0017  0.0043  -0.0078
O  -0.2038  10.444  14.832  -0.0023  -0.0004  -0.0093
O  1.584  0.9342  18.9804  -0.0042  0.0012  -0.0058
O  8.0832  6.0702  13.7683  0.006  -0.0025  -0.0112
O  3.8035  1.1011  20.343  -0.0033  0.0004  0.0042
O  8.4426  9.407  17.7456  -0.0005  -0.0042  -0.0092
O  8.9044  2.9745  18.0793  -0.0005  -0.0018  -0.0036
O  2.4979  9.7454  20.5288  -0.0021  0.0021  -0.0047
O  1.5289  6.3171  16.0716  0.002  0.0031  -0.0074
O  9.9035  6.1273  11.832  -0.0024  0.0038  -0.003
O  7.7318  7.2105  16.1709  0.0002  -0.0041  -0.008
O  5.7843  9.076  17.9701  -0.0021  0.0003  -0.0071
O  0.8331  10.0657  17.2466  -0.0008  -0.0029  -0.0101
O  10.2006  8.1947  16.1966  0.0005  -0.0001  -0.0047
O  0.4309  2.2475  13.9721  -0.0033  0.0007  -0.0087
O  9.2018  9.8243  12.7537  0.0118  0.0005  -0.0049

Results
free energy: -127840.163 eV
free energy less fixed offsets of B -154.04, H -15.97, O -568.88, Si -635.61 eV per atom: -0.663 eV

The program warned: the cutoff lies below the one the program advises for these potential files; the forces do not sum to zero within the program's tolerance; the exchange-correlation potential is rough where the density is thin.
